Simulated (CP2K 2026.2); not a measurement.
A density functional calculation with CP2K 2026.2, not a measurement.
Periodic cell of 570 atoms, Si324O234N12, from a study of silicon, its oxide and their interface. The atomic structure is a simulated model.
Doubt: the forces sum to 3.16 eV/angstrom along one axis rather than to zero, so they err by at least 0.0055 eV/angstrom per atom on average; the grid cutoff is modest.

Settings: functional PBE; method Gaussian and plane waves; basis set DZVP-MOLOPT-SR-GTH; pseudopotentials GTH-PBE; grid cutoff 350 Ry, relative cutoff 50 Ry; k points Gamma only; occupations fixed; spin none; net charge 0.

Cell vectors (angstrom)
a 16.3356 0 0
b 0 16.3356 0
c 1.4536 -4.8567 36.0888

Atoms: element, x, y, z (angstrom)
Si 1.12 15.376 0.021
Si 5.283 -3.063 36.022
Si 1.538 3.965 0.088
Si 4.492 6.759 0.129
Si 1.203 9.566 0.239
Si 6.077 7.131 36.002
Si 7.185 14.534 0.276
Si 9.682 1.253 0.064
Si 6.689 4.58 0.139
Si 10.515 2.989 36.076
Si 6.642 9.734 0.547
Si 9.242 12.266 0.314
Si 11.882 15.251 0.005
Si 15.188 1.238 0.143
Si 11.771 4.023 0.001
Si 14.678 7.158 0.051
Si 13.991 4.617 35.82
Si 17.223 7.256 35.854
Si 2.785 0.125 1.263
Si 5.487 2.862 1.258
Si 2.753 5.58 1.281
Si 5.405 8.202 1.703
Si 2.861 10.911 1.248
Si 5.504 13.51 1.497
Si 8.189 -0.009 1.379
Si 10.814 2.665 1.568
Si 8.253 5.827 1.302
Si 10.904 8.488 1.312
Si 8.076 11 1.828
Si 10.863 13.608 1.352
Si 13.588 -0.031 1.301
Si 16.323 2.812 1.431
Si 13.363 5.509 1.156
Si 16.22 8.174 1.524
Si 13.755 11.115 0.958
Si 0.168 13.682 1.349
Si 1.381 1.4 2.722
Si 4.098 4.171 2.679
Si 1.337 6.809 2.733
Si 3.985 9.588 2.857
Si 1.505 12.283 2.671
Si 4.088 15.015 2.645
Si 6.784 1.414 2.635
Si 9.485 4.261 2.69
Si 6.91 6.907 2.894
Si 9.619 9.642 2.897
Si 6.706 12.32 3.082
Si 9.558 15.003 2.77
Si 12.277 1.306 2.774
Si 14.828 4.189 2.608
Si 12.14 6.914 2.628
Si 14.887 9.712 2.638
Si 12.367 12.29 2.566
Si 14.98 14.946 2.661
Si 16.332 0.007 4.032
Si 2.734 2.784 4.049
Si 16.263 5.453 4.029
Si 2.636 8.181 4.138
Si 16.356 10.951 4.015
Si 2.759 13.659 4.082
Si 5.442 0.048 4.021
Si 8.136 2.81 4.011
Si 5.473 5.474 4.101
Si 8.264 8.238 4.23
Si 5.367 10.864 4.28
Si 8.19 13.707 4.205
Si 10.919 -0.015 4.138
Si 13.608 2.76 4.05
Si 10.886 5.527 4.087
Si 13.565 8.26 3.992
Si 11.03 11.005 4.106
Si 13.644 13.608 4.042
Si 1.352 -1.358 10.74
Si 4.133 1.403 10.767
Si 1.349 3.98 10.958
Si 4.051 6.668 10.946
Si 1.397 9.401 10.911
Si 3.992 12.122 10.779
Si 6.801 -1.411 10.746
Si 9.467 1.272 10.786
Si 6.858 4.127 10.9
Si 9.594 6.789 10.924
Si 6.781 9.509 10.871
Si 9.532 12.257 10.855
Si 12.169 -1.435 10.936
Si 14.971 1.387 10.909
Si 12.273 4.082 10.916
Si 14.997 6.745 11.085
Si 12.348 9.463 11.027
Si 14.892 12.181 10.892
Si 2.783 -0.015 12.019
Si 5.491 2.726 12.173
Si 2.768 5.209 12.375
Si 5.444 8.075 12.207
Si 2.771 10.714 12.272
Si 5.365 13.54 11.964
Si 8.158 -0.143 12.166
Si 10.795 2.672 12.072
Si 8.202 5.506 12.312
Si 11.017 8.024 12.347
Si 8.142 10.928 12.182
Si 10.77 13.553 12.377
Si 13.551 0.001 12.171
Si 16.338 2.652 12.409
Si 13.61 5.334 12.457
Si 16.461 8.106 12.406
Si 13.669 10.847 12.444
Si 16.281 13.637 12.043
Si 1.586 1.261 13.524
Si 4.3 3.946 13.787
Si 1.33 6.487 13.723
Si 4.108 9.271 13.707
Si 1.356 12.268 13.289
Si 4.151 -1.373 13.319
Si 6.821 1.287 13.402
Si 9.566 4.034 13.518
Si 6.857 6.906 13.685
Si 9.578 9.499 13.411
Si 6.585 12.26 13.423
Si 9.245 -1.529 13.769
Si 11.961 1.191 13.421
Si 14.844 3.824 13.891
Si 12.338 6.742 13.943
Si 15.268 9.616 13.828
Si 12.17 12.217 13.744
Si 15.003 -1.299 13.445
Si 16.764 -0.363 14.699
Si 3.278 2.149 14.954
Si 15.975 5.486 15.188
Si 3 7.51 14.981
Si 16.27 11.668 15.051
Si 2.647 13.694 14.5
Si 5.462 -0.066 14.712
Si 8.311 2.474 14.715
Si 5.506 5.61 15.107
Si 8.128 8.517 14.91
Si 5.801 10.523 14.816
Si 7.348 13.845 15.002
Si 10.383 0.154 14.917
Si 13.082 2.45 14.965
Si 11.127 4.92 15.044
Si 14.088 8.056 15.104
Si 10.689 10.773 14.983
Si 13.749 13.628 14.805
Si 13.361 -0.194 24.351
Si 4.997 -0.162 30.519
Si 6.91 -2.091 26.277
Si 8.025 4.016 21.988
Si 2.256 8.976 17.446
Si 12.448 13.254 17.358
Si 5.449 1.852 28.557
Si 1.99 0.187 25.646
Si 2.006 9.931 28.6
Si 15.922 9.426 19.155
Si 5.198 0.796 21.382
Si 12.563 6.636 30.51
Si 1.923 -3.257 28.994
Si 5.364 -2.041 19.934
Si 12.188 5.064 23.304
Si 0.996 12.348 23.019
Si 7.029 -0.431 23.57
Si 12.671 2.421 31.348
Si 15.442 6.167 26.959
Si 3.298 5.896 21.852
Si 16.668 -1.858 27.025
Si 13.56 10.265 17.459
Si 9.951 6.044 31.703
Si 15.236 5.608 22.936
Si 14.264 2.877 19.695
Si 16.886 5.52 31.647
Si 14.16 0.112 19.282
Si 8.049 11.287 16.432
Si 10.588 -1.163 34.581
Si 1.063 13.839 16.785
Si 9.763 6.758 17.067
Si 7.635 -2.894 21.632
Si 12.371 -2.502 22.405
Si 17.431 0.457 34.068
Si 4.807 10.918 28.973
Si 8.579 10.005 19.125
Si 11.495 2.064 24.008
Si 11.822 2.71 28.518
Si 2.978 2.928 25.245
Si 3.607 8.339 20.072
Si 16.542 0.07 17.521
Si 2.396 8.863 33.56
Si 3.698 11.496 16.631
Si 8.472 10.592 22.047
Si 9.581 -2.04 27.569
Si 16.237 2.978 22.058
Si 7.729 10.593 33.568
Si 7.906 8.388 31.616
Si 3.896 -3.11 30.989
Si 3.925 4.342 28.913
Si 7.842 5.234 24.716
Si 14.031 13.605 19.999
Si 15.319 11.092 24.954
Si 14.078 4.78 32.676
Si 13.662 -2.944 32.04
Si 12.73 10.75 33.285
Si 9.865 3.171 30.722
Si 14.112 -3.383 26.741
Si 11.418 0.392 26.491
Si 12.512 11.763 24.512
Si 11.764 -0.391 31.906
Si 7.834 10.547 29.488
Si 11.569 5.067 34.298
Si 10.482 6.728 25.337
Si 6.813 -0.848 17.41
Si 16.3 4.216 18.094
Si 2.905 12.972 18.9
Si 2.352 2.194 17.868
Si 12.999 11.876 29.418
Si 1.082 7.363 23.5
Si 10.137 -3.787 30.144
Si 15.927 1.175 24.36
Si 5.44 8.758 33.204
Si 9.315 -1.123 30.332
Si 9.074 1.222 22.346
Si 7.983 -3.517 31.727
Si 5.575 3.866 26.539
Si 6.207 6.084 22.486
Si 12.684 -0.25 16.646
Si 6.638 8.595 20.855
Si 12.398 5.548 27.578
Si 5.439 1.812 18.645
Si 2.948 1.542 32.133
Si 7.072 3.958 17.235
Si 4.306 3.214 34.114
Si 16.516 3.545 26.248
Si 2.489 -2.577 25.068
Si 11.175 9.069 17.581
Si 16.998 8.684 25.981
Si 3.331 4.455 31.744
Si 7.556 1.226 30.418
Si 10.279 -4.008 33.267
Si 13.9 9.408 30.693
Si 9.2 5.099 19.263
Si 1.285 9.77 21.601
Si 10.044 9.866 24.646
Si 8.549 11.749 26.586
Si 4.35 -3.294 27.054
Si 15.341 -1.854 34.034
Si 5.431 -4.23 33.098
Si 16.55 12.082 20.3
Si 14.906 6.468 19.876
Si 9.969 -1.264 20.658
Si 2.896 2.826 22.069
Si 16.906 8.679 31.105
Si 10.095 -1.294 17.603
Si 17.14 4.589 28.782
Si 12.21 5.07 20.122
Si 1.331 14.975 5.423
Si 4.068 1.387 5.398
Si 1.319 4.104 5.392
Si 4.073 6.822 5.438
Si 1.278 9.538 5.455
Si 4.027 12.284 5.535
Si 6.794 15.073 5.468
Si 9.535 1.431 5.381
Si 6.793 4.092 5.46
Si 9.573 6.824 5.543
Si 6.826 9.531 5.549
Si 9.584 12.291 5.462
Si 12.283 14.944 5.447
Si 14.983 1.391 5.402
Si 12.255 4.123 5.422
Si 14.938 6.868 5.374
Si 12.28 9.555 5.472
Si 14.991 12.261 5.429
Si 2.707 0.005 6.759
Si 5.414 2.731 6.781
Si 2.687 5.451 6.774
Si 5.453 8.127 6.834
Si 2.653 10.868 6.833
Si 5.455 13.645 6.806
Si 8.188 0.086 6.779
Si 10.904 2.744 6.786
Si 8.178 5.435 6.838
Si 10.944 8.194 6.87
Si 8.229 10.903 6.834
Si 10.934 13.601 6.829
Si 13.627 0.012 6.776
Si 16.33 2.748 6.779
Si 13.625 5.486 6.785
Si 16.294 8.149 6.819
Si 13.668 10.868 6.833
Si 16.303 13.623 6.814
Si 1.341 1.368 8.112
Si 4.05 4.091 8.139
Si 1.326 6.765 8.179
Si 4.053 9.467 8.154
Si 1.276 12.206 8.172
Si 4.064 14.974 8.137
Si 6.801 1.408 8.121
Si 9.554 4.072 8.179
Si 6.817 6.788 8.21
Si 9.569 9.533 8.229
Si 6.816 12.247 8.135
Si 9.549 14.998 8.1
Si 12.272 1.367 8.155
Si 14.992 4.119 8.167
Si 12.297 6.814 8.219
Si 14.981 9.477 8.23
Si 12.257 12.199 8.181
Si 14.927 14.975 8.185
Si 16.301 0.038 9.484
Si 2.689 2.713 9.483
Si 16.342 5.423 9.628
Si 2.733 8.066 9.538
Si 16.328 10.82 9.602
Si 2.682 13.559 9.445
Si 5.465 0.012 9.44
Si 8.149 2.728 9.509
Si 5.439 5.408 9.53
Si 8.203 8.155 9.566
Si 5.439 10.841 9.457
Si 8.209 13.605 9.44
Si 10.908 -0.034 9.493
Si 13.635 2.755 9.522
Si 10.919 5.432 9.54
Si 13.672 8.107 9.641
Si 10.959 10.838 9.624
Si 13.554 13.57 9.547
O 6.057 -1.822 18.48
O 16.171 0.465 15.998
O 12.123 3.686 15.557
O 11.87 1.294 27.746
O 12.186 3.927 27.487
O 7.588 3.023 16.048
O 15.079 -2.354 32.526
O 7.977 11.028 18.028
N 13.189 -1.917 16.255
O 15.514 0.618 18.591
N 1.431 -1.674 15.32
O 2.61 2.674 16.342
O 9.366 1.371 15.26
O 7.343 12.684 25.974
O 2.951 -1.03 25.197
O 15.757 4.937 25.946
O 12.419 9.636 18.426
O 10.615 -3.486 31.719
N 10.968 -0.274 16.496
O 3.705 0.544 31.153
O 3.86 -2.616 19.923
O 13.079 -1.414 23.355
O 3.187 3.782 35.11
O 8.472 -1.963 31.477
O 4.104 -1.98 35.685
O 16.172 12.142 24.097
O 15.303 12.737 19.539
O 4.237 6.569 15.524
O 1.692 10.941 22.638
O 3.177 -2.807 28.055
O 5.807 7.959 34.605
O 14.415 -1.174 20.192
O 4.369 0.977 15.41
O 15.228 8.022 19.552
O 2.07 5.367 32.228
O 11.252 6.228 35.407
O 11.718 -0.401 35.513
O 16.941 12.291 16.477
O 10.824 5.01 19.297
O 8.824 7.704 16.151
O 15.172 6.183 21.435
O 17.697 7.895 34.394
O 15.618 1.759 22.898
O 1.172 -2.785 25.99
O 15.07 -2.061 26.774
O 10.231 8.32 25.113
O 12.832 1.202 23.716
O 13.424 7.952 30.214
O 6.984 0.753 35.672
O 7.853 10.376 35.14
O 6.355 0.444 31.233
N 10.747 -2.901 34.562
O 6.802 2.208 29.383
O 11.203 -1.755 21.581
O 13.699 -3.649 30.613
O 6.298 13.251 20.747
O 16.987 -2.372 28.534
O 9.117 3.841 35.87
O 9.759 -3.502 26.847
O 9.483 4.735 30.869
O 15.095 3.428 35.554
N 5.972 10.46 33.222
O 2.284 -0.32 34.828
O 3.823 11.869 18.184
O 6.398 -3.56 31.954
O 1.628 0.735 17.893
O 9.854 9.375 18.41
O 2.131 7.836 16.324
O 13.805 9.098 16.347
O 2.901 1.478 26.017
O 10.453 -0.809 26.98
O 11.257 9.72 16.096
O 2.611 9.349 20.814
O 12.975 11.733 16.976
O 11.196 3.497 34.651
O 9.543 11.54 15.851
O 4.319 3.763 25.535
O 12.945 -3.436 25.608
O 2.611 10.3 16.573
O 3.803 1.579 21.602
O 10.34 2.904 29.182
O 3.824 1.811 33.472
O 6.322 8.149 31.963
O 8.025 12.098 22.438
O 6.491 4.557 21.979
O 1.682 3.753 25.704
O 14.94 -0.061 24.607
O 12.995 9.901 31.94
O 5.746 -3.58 34.547
O 10.164 5.387 16.297
O 3.325 4.307 21.532
O 13.446 13.14 21.42
O 11.31 6.357 26.686
O 1.56 0.865 32.582
O 9.676 8.539 35.748
O 1.646 7.952 24.904
O 16.579 3.352 27.874
O 5.126 -0.664 20.722
O 12.32 -4.688 35.92
O 13.014 -0.18 18.214
O 5.816 2.327 27.049
O 5.1 0.304 28.94
O 15.033 6.787 15.605
O 13.312 1.139 16.006
O 2.362 13.942 17.745
O 15.898 7.642 26.531
O 10.844 1.459 25.382
O 4.074 4.99 30.401
O 5.052 4.791 27.807
O 5.154 11.004 16.228
O 8.295 4.147 18.299
O 13.848 6.1 27.142
O 1.5 9.297 32.284
O 8.193 2.437 21.731
O 1.335 3.36 18.463
O 17.093 8.503 22.412
O 16.711 7.08 31.262
O 11.151 2.901 31.675
O 1.545 9.391 27.139
O 15.685 5.082 32.663
O 6.726 -1.049 25.036
O 2.907 10.011 34.592
O 1.603 11.499 28.781
O 16.467 4.759 16.572
O 13.774 3.261 32.169
O 3.621 9.819 28.821
O 3.272 6.796 20.493
O 9.564 9.996 23.09
O 3.796 1.895 18.576
O 14.925 10.372 18.294
O 11.431 10.648 24.937
O 7.16 9.629 21.995
O 16.178 4.289 22.992
O 12.893 2.629 29.747
O 5.907 1.676 20.203
O 4.635 6.304 22.659
O 5.647 2.886 34.934
O 16.146 9.742 25.113
O 9.052 10.679 20.524
O 9.044 5.982 25.478
O 15.45 9.383 31.138
O 11.836 12.596 23.298
O 6.909 6.305 23.928
O 16.64 12.911 21.685
O 1.621 5.812 35.726
O 13.497 9.979 34.503
O 12.656 -0.381 25.791
O 11.373 11.718 29.517
O 15.006 3.221 18.276
O 12.284 5.828 29.155
O 7.432 12.785 16.262
O 7.492 8.872 19.511
O 8.848 -2.43 20.668
O 8.645 6.973 31.814
O 7.172 5.913 35.713
O 8.992 6.514 18.479
O 10.648 5.505 33.058
O 2.711 2.98 31.44
O 1.62 12.299 19.558
O 9.318 0.104 21.218
O 16.328 5.9 28.291
O 11.19 7.477 17.35
O 15.929 5.527 19.009
O 15.785 2.299 25.53
O 2.932 2.775 23.663
O 11.885 5.154 21.714
O 1.099 0.611 24.366
O 2.401 4.692 28.481
O 3.344 12.705 15.623
O 2.344 -2.904 30.528
O 5.083 8.778 20.518
N 6.414 -1.145 15.738
O 10.476 1.836 22.794
O 8.517 4.309 23.531
O 6.366 5.234 16.477
O 15.329 3.334 20.799
O 8.45 9.387 32.772
O 12.894 3.672 19.788
O 4.416 12.029 30.054
O 6.223 10.362 29.469
O 17.268 -0.346 26.792
O 9.054 -0.85 34.999
O 17.752 -4.72 35.811
O 8.048 -1.552 27.288
O 7.347 -1.723 22.682
O 13.95 -1.537 34.806
O 13.654 10.401 29.433
O 6.894 4.439 25.788
N 7.324 9.966 15.496
O 12.659 -1.707 31.93
O 14.869 12.476 15.131
O 4.168 2.736 29.024
O 8.369 0.017 29.696
O 13.288 -4.074 33.134
O 16.999 1.784 34.865
O 13.884 10.937 24.204
O 10.795 -0.429 33.182
O 6.228 0.639 17.799
O 10.674 -0.333 30.724
O 3.424 8.556 18.483
N 8.571 -4.271 33.169
O 1.381 2.594 21.567
O 10.821 13.559 17.351
N 13.325 5.029 34.221
O 13.765 1.403 20.125
O 8.463 -1.098 17.46
O 4.974 11.637 27.533
O 16.121 -3.008 34.822
N 8.55 11.848 30.383
O 8.771 4.858 20.809
O 5.901 3.229 18.054
O 8.243 9.102 30.173
O 15.078 11.685 26.442
O 13.343 -3.597 28.122
O 1.269 9.011 29.692
O 11.304 6.189 24.05
O 8.264 10.895 27.951
N 16.419 10.37 20.514
O 11.082 6.989 31.035
O 12.89 13.439 18.892
O 5.479 -2.152 27.017
O 0.859 9.113 18.211
O 13.765 5.334 23.524
O 3.857 8.409 32.958
O 4.447 4.309 32.919
O 10.43 -0.963 19.151
O 15.987 6.702 23.835
O 4.753 -1.747 30.713
O 5.9 0.514 22.837
O 11.845 3.638 24.002
O 8.635 2.188 31.162
N 9.849 -2.326 29.239
O 8.912 10.617 25.513
O 2.075 6.282 22.829
O 6.848 7.09 21.398
O 8.336 0.53 23.616
O 2.114 -2.967 23.558
O 16.152 -0.487 33.972
O 16.35 -1.553 17.583
O 11.118 10.941 33.5
O 12.763 0.869 31.793
O 13.36 5.75 31.593
O 13.302 6.197 19.645
O 16.817 4.523 30.359
O 3.702 12.831 25.584
O 3.997 -3.709 32.515

Results
total energy: -140501.422 eV
total energy less fixed offsets of N -271.95, O -438.35, Si -107.03 eV per atom: 13.598 eV

Forces (eV/angstrom) on atoms 131 to 482 of the 570, counted in the order above; the others are left out for length: element, x, y, z
Si 0.379 -0.467 -0.427
Si 0.065 0.161 -0.527
Si 0.187 -0.036 -0.427
Si -0.145 0.195 -0.745
Si 0.147 -0.258 -0.575
Si -0.131 -0.007 -0.517
Si -0.146 -0.156 -0.668
Si 0.137 0.05 -0.686
Si 0.215 -0.401 -0.474
Si 0.236 0.05 -0.48
Si 0.058 0.239 -0.601
Si -0.232 0.034 -0.635
Si 0.199 0.129 -0.7
Si -0.264 0.281 -0.452
Si -0.143 0.069 -0.078
Si 0.141 -0.048 -0.008
Si 0.151 -0.081 -0.158
Si 0.083 -0.041 0.058
Si 0.025 0.11 0.201
Si 0.014 0.012 -0.131
Si -0.061 -0.092 -0.057
Si -0.013 0.006 0.189
Si 0.047 0.123 -0.019
Si -0.062 0.03 0.209
Si 0.072 -0.032 0.143
Si 0.042 0.019 -0.006
Si 0.051 -0.048 -0.021
Si 0.095 0.022 -0.076
Si 0.006 -0.107 -0.099
Si 0.015 -0.033 0.05
Si -0.122 0.01 0.069
Si -0.073 0.043 -0.122
Si 0.057 -0.109 -0.008
Si -0.065 -0.025 -0.045
Si -0.01 0.124 -0.07
Si -0.044 0.079 0.03
Si 0.017 -0.022 -0.011
Si -0.113 -0.099 -0.07
Si 0.098 -0.093 -0.142
Si 0.025 -0.004 -0.036
Si 0.062 -0.135 0.061
Si 0.008 -0.224 -0.099
Si 0.097 -0.333 0.134
Si -0.218 -0.174 -0.118
Si -0.024 0.017 -0.047
Si 0.009 -0.032 0.007
Si -0.057 0.053 -0.007
Si 0.084 -0.014 -0.01
Si 0.004 -0.017 -0.072
Si -0.078 0.106 0.11
Si 0.036 -0.04 0.193
Si -0.029 0.106 -0.001
Si 0.035 -0.174 0.099
Si -0.008 -0.13 0.026
Si 0.144 -0.135 -0.055
Si -0.045 -0.091 0.117
Si -0.084 0.138 -0.03
Si 0.025 -0.027 0.026
Si 0.145 -0.155 0.072
Si 0.037 0.011 0.061
Si -0.155 0.196 -0.252
Si -0.021 0.092 -0.199
Si -0.056 0.112 0.058
Si 0.044 -0.007 -0.016
Si -0.008 -0.094 -0.073
Si 0.093 -0.057 0.046
Si -0.057 -0.076 0.057
Si -0.021 0.065 0.17
Si -0.028 -0.038 -0.016
Si 0.12 -0.059 -0.02
Si 0.002 -0.103 -0.055
Si 0.09 -0.011 -0.106
Si -0.121 0.031 -0.11
Si 0.069 0.055 0.046
Si 0.111 0.093 -0.082
Si 0.112 0.254 0.05
Si 0.179 -0.079 0.025
Si 0.081 0.018 -0.028
Si 0.03 0.069 -0.055
Si 0.072 -0.025 0.111
Si -0.099 0.094 0.039
Si -0.054 0.061 0.106
Si -0.108 0.001 -0.014
Si 0.163 0.005 0.042
Si -0.17 -0.126 -0.128
Si 0.02 0.079 0.068
Si -0.015 0.317 0.031
Si -0.026 -0.185 -0.001
Si 0.032 -0.034 0.137
Si 0.075 -0.109 -0.145
Si 0.135 0.068 0.066
Si -0.038 -0.04 -0.027
Si 0.094 -0.045 -0.349
Si 0.048 0.072 0.059
Si -0.012 -0.079 -0.08
Si -0.109 -0.228 0.055
Si 0.081 0.078 -0.001
Si 0.11 0.197 0.079
Si 0.057 0.008 -0.117
Si -0.07 -0.138 -0.036
Si -0.051 0.035 0.029
Si -0.029 0.125 0.078
Si 0.091 0.056 0.149
Si 0.012 0.011 -0.027
Si -0.059 0.044 0.083
Si -0.089 0.115 0.06
Si 0.033 0.058 0.072
Si -0.03 -0.029 0.169
Si -0.145 0.09 -0.042
Si 0.009 -0.054 -0.06
Si -0.053 0.153 0.116
Si -0.036 -0.073 0.075
Si -0.033 -0.043 -0.01
Si -0.18 -0.334 -0.013
Si -0.043 -0.112 0.1
Si -0.054 -0.062 -0.098
Si 0.029 -0.081 0.138
Si 0.104 0.068 0.034
Si 0.044 -0.044 0.023
Si -0.091 -0.01 -0.158
Si 0.024 -0.027 -0.012
Si 0.032 0.201 0.135
Si 0.004 0.004 0.002
Si -0.002 -0.004 0.01
Si -0.009 -0.015 0.007
Si 0.008 0.011 0.01
Si 0 0.031 0.007
Si -0.02 -0.005 0.012
Si -0.031 0.001 0.009
Si -0.018 -0.01 0.002
Si 0.013 0.031 0.001
Si -0.002 0.011 0.025
Si 0.019 0.005 0.01
Si -0.003 0.002 0.012
Si 0.013 -0.007 0.037
Si -0.024 -0.044 0.008
Si 0.005 0.01 0.021
Si 0 0 -0.005
Si -0.009 -0.011 -0.014
Si -0.001 -0.003 -0.015
Si -0.012 -0.008 0.002
Si -0.026 -0.034 -0.001
Si -0.002 0.007 0.004
Si 0.019 0.011 0.006
Si 0.009 -0.005 0.006
Si 0.039 0.006 -0.001
Si -0.003 0.017 -0.004
Si 0 -0.001 0.006
Si -0.01 -0.023 0.02
Si -0.024 -0.003 0.019
Si 0.015 -0.003 0.003
Si -0.018 0.017 0.005
Si 0.01 -0.005 0.019
Si 0.028 0.002 0.003
Si 0.019 0.006 0.005
Si 0.005 0.02 0.006
Si 0.003 0.001 0.004
Si -0.006 -0.028 0.006
Si 0.001 -0.023 -0.01
Si 0.004 -0.023 -0.008
Si 0.018 0.018 -0.01
Si 0.007 0.022 -0.005
Si -0.012 0.002 -0.003
Si -0.01 0.004 0.001
Si -0.003 0.003 0.006
Si -0.013 -0.008 -0.006
Si -0.02 0.003 0.011
Si -0.012 0.007 0.01
Si 0.019 0.031 0.003
Si 0.014 0.01 -0.008
Si 0.001 -0.002 -0.008
Si -0.005 0.02 -0.007
Si 0.005 0.011 -0.009
Si 0.006 -0.019 -0.002
Si -0.011 -0.026 0.002
Si -0.006 -0.004 -0.007
Si 0 -0.002 -0.017
Si -0.023 -0.002 -0.016
Si 0.028 0.018 0.006
Si 0.011 0.002 -0.021
Si 0.015 0.015 0
Si -0.002 -0.005 -0.023
Si 0.005 -0.016 -0.015
Si 0 -0.009 0.004
Si 0 -0.003 0.001
Si 0.016 0.002 0.002
Si 0.008 -0.034 -0.01
Si -0.025 -0.012 0.011
Si -0.014 -0.01 -0.008
Si 0.003 0.009 -0.013
Si -0.018 -0.025 -0.017
Si -0.006 0.006 0.016
Si 0.026 0.002 0
Si 0.027 0.027 -0.025
O -0.039 -0.165 -0.281
O -0.371 0.541 -0.097
O -0.098 0.135 0.126
O 0.067 -0.234 0.153
O -0.127 -0.076 -0.47
O 0.048 -0.079 -0.062
O 0.571 0.225 -0.51
O -0.555 0.144 0.354
N 0.022 -0.083 0.051
O 0.181 0.466 0.265
N 0.111 0.178 -0.104
O -0.079 0.287 -0.062
O 0.151 -0.085 0.513
O -0.3 -0.499 -0.258
O 0.731 0.23 0.016
O -0.118 0 -0.463
O -0.051 -0.117 0.726
O 0.407 0.112 0.169
N -0.142 0.224 0.064
O -0.191 0.023 -0.047
O -0.174 0.23 0.498
O 0.356 -0.095 0.04
O -0.07 -0.155 -0.252
O -0.034 0.374 0.483
O -0.205 -0.133 -0.464
O -0.029 0.491 0.04
O 0.032 -0.003 -0.458
O -0.083 0.145 0.451
O 0.362 -0.263 0.242
O 0.044 0.317 0.145
O 0.148 -0.187 -0.15
O 0.419 0.054 0.637
O -0.081 0.068 0.354
O 0.12 -0.121 -0.007
O 0.014 0.202 0.7
O 0.171 -0.166 0.09
O -0.067 0.363 0.105
O -0.012 -0.291 0.295
O 0.072 -0.22 -0.29
O -0.16 -0.063 -0.045
O 0.01 0.241 0.117
O 0.006 -0.214 -0.25
O -0.123 -0.152 -0.371
O -0.22 -0.621 -0.098
O -0.336 0.384 -0.073
O -0.103 0.051 0.201
O 0.386 0.335 -0.313
O 0.158 -0.119 -0.276
O -0.207 -0.282 -0.427
O -0.096 0.304 0.236
O 0.126 0.101 0.719
N 0.056 -0.023 0.003
O 0.275 0.486 0.06
O 0.008 0.133 -0.037
O 0.397 0.071 -0.102
O -0.247 -0.493 -0.141
O -0.485 -0.017 0.52
O -0.316 -0.022 -0.434
O 0.519 -0.273 -0.331
O -0.34 0.118 -0.271
O 0.039 -0.06 -0.263
N 0.019 0.007 0.114
O 0.08 -0.244 -0.173
O 0.359 -0.442 0.414
O -0.202 0.38 -0.304
O 0.486 -0.22 0.032
O -0.068 -0.373 -0.101
O -0.583 -0.247 -0.026
O 0.112 0.015 0.155
O 0.437 -0.07 0.369
O -0.133 -0.174 0.05
O 0.399 -0.132 -0.087
O 0.31 0.494 -0.195
O -0.112 0.232 -0.477
O 0.003 -0.18 -0.222
O 0.219 0.594 0.207
O 0.048 0.411 -0.249
O -0.326 0.362 0.023
O -0.219 -0.176 -0.598
O -0.308 -0.096 0.006
O -0.308 -0.19 -0.497
O 0.111 -0.601 0.43
O -0.36 -0.491 -0.269
O 0.069 0.165 0.612
O -0.382 -0.523 -0.348
O 0.153 0.596 0.115
O 0.294 -0.622 0.229
O -0.203 -0.082 -0.088
O 0.19 0.107 0.047
O -0.013 -0.371 0.103
O 0.306 0.115 -0.193
O 0.26 -0.662 0.002
O -0.27 0.246 0.195
O -0.314 0.106 -0.468
O 0.243 0.144 -0.287
O 0.649 0.073 0.015
O -0.051 -0.544 0.36
O -0.243 -0.045 -0.001
O 0.293 0.339 -0.04
O -0.598 0.126 0.151
O 0.324 -0.475 -0.226
O -0.261 -0.516 -0.553
O -0.128 0.011 0.409
O 0.378 0.058 0.217
O 0.175 0.592 -0.152
O -0.512 0.242 0.241
O -0.578 0.06 0.155
O 0.342 0.628 0.123
O 0.07 0.432 0.173
O 0.407 -0.04 0.203
O 0.171 -0.214 -0.07
O -0.005 0.487 -0.027
O -0.09 0.352 -0.119
O -0.333 -0.118 -0.622
O 0.213 0.339 0.285
O -0.575 -0.143 -0.271
O -0.046 0.05 -0.221
O -0.196 -0.14 0.341
O 0.008 -0.121 -0.04
O 0.241 -0.218 0.417
O -0.375 0.052 0.223
O 0.559 0.047 -0.283
O -0.445 0.075 0.067
O 0.444 -0.266 -0.171
O 0.531 -0.492 0.055
O 0.319 -0.513 0.048
O 0.015 -0.416 -0.582
O 0.231 -0.201 -0.327
O 0.003 0.031 0.176
O 0.342 0.599 -0.056
O 0.158 -0.109 0.316
O -0.158 0.07 0.238
O 0.169 0.187 0.25
O 0.455 0.102 -0.205
O 0.597 0.546 0.187
O 0.091 0.382 0.25
O 0.545 0.111 -0.39
O 0.082 -0.28 -0.227
O 0.642 0.293 0.02
O -0.281 0.105 0.447
O 0.126 0.366 0.374
O -0.652 -0.045 0.058
O -0.024 0.622 0.195
O -0.421 0.529 0.079
O -0.254 -0.006 -0.056
O 0.105 -0.367 -0.275
O 0.243 -0.547 0.394
O -0.093 -0.489 -0.376
O -0.122 -0.034 -0.351
O -0.052 -0.105 0.169
O -0.048 0.157 0.592
O -0.003 -0.527 -0.431
O -0.069 -0.344 -0.576
O -0.234 -0.34 0.223
O -0.059 -0.076 -0.363
O -0.331 0.673 -0.021
O -0.109 -0.06 0.2
O -0.371 0.119 -0.55
